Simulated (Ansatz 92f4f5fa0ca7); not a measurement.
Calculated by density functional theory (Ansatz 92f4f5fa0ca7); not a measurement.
Periodic cell of 221 atoms, Si132O88H1, from a study of silicon, its oxide and their interface. The atomic structure is a simulated model.
Doubt: the cutoff is far below the 930 eV that the study's wrapper takes by default for these files, so forces and energies are approximate.
This geometry differs little from another in the collection (a relaxation step or a small displacement).

Settings
functional: PBE
potential files: Ansatz PAW
basis: plane waves
wave-function cutoff: 580 eV
density cutoff ratio: 5
exchange-correlation grid ratio: 1
k mesh: 1 x 1 x 1, Gamma-centred
self-consistency stop: 5e-08 eV per atom in the density residual
occupations: fixed
spin: none
net charge: +1 e, with a uniform compensating background and no finite-size correction

Cell vectors (angstrom)
a	10.938	0	0
b	0	10.938	0
c	0	0	32.5848

Atoms and the computed forces on them: element, x, y, z (angstrom), force x, y, z (eV/angstrom)
Si	-0.2627	0.2904	25.1906	-0.0004	-0.0007	0.0011
Si	5.6683	-0.294	25.1825	0.0004	-0.0003	-0.0007
Si	2.3662	2.9953	25.1055	0.0002	-0.0003	0.0002
Si	8.467	2.512	25.1637	-0.0002	-0.0008	-0.0008
Si	0.1318	5.2321	24.9775	0.0005	-0.0004	-0.0016
Si	5.2218	5.7844	25.1158	-0.0007	-0.0007	-0.0001
Si	2.984	7.999	25.0785	0.0003	-0.0011	-0.0009
Si	7.8972	8.4327	25.112	0.0005	0.0002	0.001
Si	1.3071	1.4286	26.5036	-0.0002	0.0003	-0.0003
Si	6.8231	1.3615	26.4158	-0.0004	0.0002	0.0002
Si	4.0467	4.1331	26.356	-0.0001	-0.0003	-0.0004
Si	9.5831	4.1155	26.4511	-0.0007	0.0004	0.0008
Si	1.3275	6.8296	26.3162	-0.001	0.0006	0.0002
Si	6.7872	6.8763	26.4808	-0.0001	-0.0002	-0.0001
Si	4.0874	9.532	26.4946	-0.0003	0.0001	0.0006
Si	9.5222	9.5783	26.4124	-0.0003	-0.0002	-0.0007
Si	2.7165	0.0194	27.7953	0.0003	0.0002	-0.0007
Si	8.1856	0.0089	27.8147	0.0003	0.0004	-0.0004
Si	-0.027	2.7743	27.8655	0.0003	0	-0.0004
Si	5.438	2.7581	27.7514	0.0002	0.0003	-0.0009
Si	2.7007	5.4916	27.7703	0.0004	0	0.0001
Si	8.1892	5.4843	27.7878	0.0003	0.0002	-0.0009
Si	-0.0083	8.2038	27.7477	0.0001	0.0002	-0.001
Si	5.4533	8.2121	27.8699	-0.0005	0.0001	-0.0006
Si	4.1018	1.3673	29.1665	0.023	0.1129	-0.1693
Si	9.5708	1.3673	29.1665	-0.1665	-0.0128	0.2655
Si	1.3673	4.1018	29.1665	0.1215	0.2673	0.2488
Si	6.8362	4.1018	29.1665	-0.1189	-0.0157	-0.2417
Si	4.1018	6.8362	29.1665	-0.2791	-0.1771	0.1909
Si	9.5708	6.8362	29.1665	0.0532	0.0598	-0.2088
Si	1.3673	9.5708	29.1665	-0.1113	-0.061	-0.2289
Si	6.8362	9.5708	29.1665	0.0328	0.142	0.3601
Si	0	0	30.5338	-0.0325	-0.0186	-0.0178
Si	5.469	0	30.5338	0.0783	-0.0148	0.0021
Si	2.7345	2.7345	30.5338	0.0214	0.044	-0.0179
Si	8.2035	2.7345	30.5338	-0.0174	-0.1119	0.002
Si	0	5.469	30.5338	0.0721	0.0041	-0.0079
Si	5.469	5.469	30.5338	-0.0701	-0.0449	-0.0113
Si	2.7345	8.2035	30.5338	0.0196	-0.0633	-0.0028
Si	8.2035	8.2035	30.5338	0.0194	0.0386	-0.0189
Si	1.3673	1.3673	31.901	0.0005	0.0005	-0.0201
Si	6.8362	1.3673	31.901	-0.0247	0.0625	-0.0051
Si	4.1018	4.1018	31.901	0.0219	-0.0263	0.0017
Si	9.5708	4.1018	31.901	0.0151	0.0612	-0.0367
Si	1.3673	6.8362	31.901	-0.0853	0.0029	-0.0206
Si	6.8362	6.8362	31.901	0.0137	0.0237	-0.0256
Si	4.1018	9.5708	31.901	-0.0409	0.0223	-0.027
Si	9.5708	9.5708	31.901	-0.0094	-0.0132	-0.0065
Si	2.7345	0	0.6835	0.0426	-0.0438	0.027
Si	8.2035	0	0.6835	0.0004	-0.0087	0.0094
Si	0	2.7345	0.6835	-0.0223	-0.0281	0.0135
Si	5.469	2.7345	0.6835	0.0194	-0.0343	0.0299
Si	2.7345	5.469	0.6835	0.0022	0.0463	0.0015
Si	8.2035	5.469	0.6835	0.006	-0.0449	0.023
Si	0	8.2035	0.6835	0.0665	-0.0142	0.021
Si	5.469	8.2035	0.6835	-0.0006	-0.0086	0.0184
Si	4.1018	1.3673	2.0507	-0.0511	0.0704	0.0056
Si	9.5708	1.3673	2.0507	0.0551	0.0349	0.0053
Si	1.3673	4.1018	2.0507	-0.0237	0.0334	0.0171
Si	6.8362	4.1018	2.0507	-0.0054	0.0599	0.0242
Si	4.1018	6.8362	2.0507	-0.0294	-0.0542	-0.0156
Si	9.5708	6.8362	2.0507	-0.0248	0.0205	0.0281
Si	1.3673	9.5708	2.0507	-0.0878	0.0181	0.0115
Si	6.8362	9.5708	2.0507	0.0777	0.0133	-0.0077
Si	0	0	3.418	0.2093	0.0854	-0.3408
Si	5.469	0	3.418	0.1255	0.0605	0.457
Si	2.7345	2.7345	3.418	0.2966	-0.24	0.0589
Si	8.2035	2.7345	3.418	-0.0826	-0.1863	0.0941
Si	0	5.469	3.418	0.013	-0.1901	-0.0729
Si	5.469	5.469	3.418	-0.2008	-0.1107	-0.2553
Si	2.7345	8.2035	3.418	0.2648	0.0678	0.0644
Si	8.2035	8.2035	3.418	-0.1349	0.1613	-0.1922
Si	1.4309	1.2993	4.7814	0.0009	-0.0016	-0.0013
Si	6.861	1.3705	4.8611	0.0004	0.0003	-0.0001
Si	4.1764	4.0377	4.7994	-0.0009	0.0008	0.001
Si	9.5818	4.0695	4.7747	0.0001	0.0002	-0.0001
Si	1.4119	6.7937	4.751	-0.0002	-0.0002	0.0007
Si	6.7777	6.8721	4.7375	0.0012	-0.0024	0.0007
Si	4.1259	9.5607	4.8342	0.0006	-0.0007	0.0005
Si	9.5659	9.6092	4.7399	0.0014	-0.0001	-0.0026
Si	2.8204	-0.0175	6.2669	-0.0001	0.0005	0.0012
Si	8.2726	0.0191	6.2266	-0.0012	0.0024	0.0013
Si	0.0399	2.666	6.0963	-0.0014	0.0015	0.0009
Si	5.5715	2.7541	6.329	-0.0004	0.0004	0.0008
Si	2.7733	5.4053	6.1052	0.001	-0.0003	0.0008
Si	8.1533	5.4849	6.0066	-0.002	0.0015	0.0004
Si	0.0538	8.2348	5.9901	0.0008	0.0003	0.0012
Si	5.4726	8.1969	6.2389	-0.0006	0.0013	0.0003
Si	3.932	1.6265	7.6314	-0.0009	-0.001	-0.0021
Si	9.9914	1.0794	7.5286	0.0011	-0.0001	0.0004
Si	1.6195	3.7897	7.3802	-0.0002	0.0003	-0.0005
Si	6.7217	4.4827	7.5842	0.0013	0.0007	-0.0038
Si	4.3032	6.5287	7.477	0	-0.0011	-0.0024
Si	9.3604	7.0818	7.1531	-0.0002	-0.0001	-0.001
Si	1.1975	9.6573	7.4511	-0.0003	-0.0012	-0.0029
Si	7.179	9.2963	7.4829	-0.0012	-0.0018	0.0007
O	1.2725	4.1079	24.5198	-0.0001	0.0002	0.0003
O	6.7938	9.5668	24.6132	-0.0005	0.0003	-0.0002
O	2.7469	2.7265	7.933	0	0.0011	0.0005
O	8.3166	8.1538	7.8649	0.0003	-0.0003	-0.0008
O	5.4907	5.5053	8.0186	-0.0017	0.0015	0.0016
O	0.0927	-0.1488	7.9181	0.0001	0.0004	0.0001
O	4.105	6.8852	24.5695	-0.0003	0.0003	-0.0003
O	9.5623	1.3865	24.628	-0.0002	-0.0001	-0.001
O	1.6504	8.8625	8.8391	0	-0.0003	0.0023
O	0.893	4.2551	8.7807	-0.0004	0.0004	-0.0002
O	9.7401	1.7354	9.0499	-0.0008	0.0009	-0.0023
O	6.6962	9.8893	8.9583	-0.0012	0.0005	-0.0009
O	4.4495	1.2194	9.1578	0	0.0018	-0.0008
O	3.4813	6.9532	8.8476	0.0001	0	0
O	7.5545	4.1922	9.0116	0.0003	0	0.0017
O	10.0541	6.2316	8.3534	-0.0002	0.0009	0.0012
O	2.9139	2.1575	23.7893	0.0003	-0.0003	-0.0005
O	4.8393	0.2546	23.8679	-0.0001	-0.0002	0
O	7.9254	3.3087	23.8221	0.0002	-0.0004	0
O	10.2995	5.7726	23.5888	-0.0004	0.0004	-0.0002
O	8.433	7.6904	23.7355	0	-0.0004	-0.0012
O	2.434	8.7574	23.7077	0	0.0002	-0.0005
O	6.0446	5.2562	23.7787	0.0002	-0.0002	-0.0008
O	0.5237	10.6374	23.8733	0.0001	-0.0001	-0.0013
Si	3.2379	9.2574	11.92	-0.0026	-0.0004	0.0014
Si	8.2201	4.7883	10.377	-0.0007	-0.0001	-0.0006
Si	7.099	4.7298	17.5199	0	-0.0008	0.0002
Si	4.3012	1.6019	23.1514	-0.0008	0.0002	-0.0002
Si	12.3946	3.2872	19.2671	-0.0002	0.0034	-0.0009
Si	8.0337	-2.9734	14.5196	-0.0041	-0.0003	0.0006
Si	1.0891	9.3727	23.0351	0.0001	0.0009	0.0018
Si	4.065	12.9001	20.1444	-0.002	-0.0002	0.0005
Si	-2.3513	2.9506	12.6506	-0.0005	0	-0.0006
Si	-3.8997	14.1918	20.1831	-0.0001	-0.0011	0.0011
Si	1.1345	-4.6155	18.5477	-0.0095	-0.0101	-0.0025
Si	0.8982	11.2079	12.4594	-0.0001	0.0003	-0.0011
Si	10.3496	9.7673	14.855	0.0003	0.0001	0.0017
Si	-5.9901	3.105	16.0831	-0.0008	-0.0006	0.0001
Si	7.2103	10.2641	10.4555	-0.0031	0.0006	-0.0034
Si	0.6777	17.6436	15.5031	0.0003	0	0.0018
Si	-1.3681	4.1729	15.4369	0.0006	0.0003	0.0004
Si	0.0087	5.4384	9.4216	-0.0006	-0.0004	-0.0002
Si	5.0246	7.4179	13.5038	-0.0012	0.0014	-0.001
Si	6.5723	3.8692	23.1217	-0.0003	0.0005	0.0005
Si	7.4892	7.6513	17.3949	0	0.0007	-0.0001
Si	9.8265	1.0519	10.5298	0.0002	0.0018	-0.0003
Si	2.2099	11.5891	18.2289	0.0002	-0.0013	0.0011
Si	9.7933	1.8653	19.7641	0.0003	0.0004	0.0009
Si	4.6595	0.7698	10.697	-0.0008	0.0026	0.0001
Si	3.0361	2.199	13.0393	-0.0001	0.0003	-0.0003
Si	2.2114	7.5642	9.6512	0.001	0.0009	-0.0001
Si	5.9174	9.6303	15.6429	-0.0014	-0.0005	-0.0008
Si	3.2022	5.0091	14.4561	-0.0017	-0.0007	0.0001
Si	9.7035	7.1366	22.8867	-0.0011	-0.0007	0.0014
Si	11.3034	10.2189	20.2773	-0.0006	0.0043	-0.0023
Si	7.3075	-3.601	11.7486	0.0021	-0.0015	-0.0001
Si	-1.3539	7.5481	19.8173	-0.0013	-0.001	-0.0006
Si	3.6355	0.5306	15.78	-0.002	-0.0003	0.0006
Si	9.6556	12.348	16.5662	-0.0002	0	0.0015
Si	7.0856	1.4963	14.7801	-0.001	0.0005	0.0002
O	4.3527	9.9636	15.7852	-0.0004	0.0004	0.0002
O	10.2803	-0.0676	16.0956	-0.0009	0.0002	-0.0007
O	8.7208	-0.133	10.5657	0.0028	-0.0013	0.0015
O	0.1857	8.2686	15.031	-0.0012	0.0009	-0.0009
O	4.4049	-4.8001	14.2449	0.0013	0.001	-0.0001
O	2.8452	14.0325	20.1429	0.0011	-0.0006	-0.0004
O	1.8908	5.981	14.6231	-0.0005	-0.0001	-0.0009
O	-1.769	14.8157	13.8732	0	0	0.0002
O	-2.8358	1.5253	16.0443	-0.0006	-0.0002	-0.0006
O	-1.077	4.7877	10.4574	0.0002	0.0002	0.0007
O	10.5236	-4.4786	19.0542	0.0003	0.0038	0.0035
O	8.3401	7.3563	15.9868	-0.0003	0.0005	0.0009
O	-3.1748	1.7122	13.3331	-0.0005	0.0003	-0.0001
O	3.4587	12.159	14.3163	-0.0002	0.0005	-0.0005
O	1.3771	9.8996	21.5111	0.0003	-0.0013	-0.0007
O	8.2109	7.1307	13.1525	-0.0003	0.001	0.0009
O	8.2985	2.2062	20.3319	-0.0007	-0.0003	-0.0003
O	10.3367	8.9684	19.9491	-0.0013	0	-0.0001
O	4.0711	1.2356	21.589	0	-0.0004	0
O	-3.7275	8.9053	11.3855	-0.0016	-0.0017	0.0019
O	6.8762	4.1227	21.5429	-0.0005	0.0007	-0.0007
O	8.3281	7.8535	18.7623	0	-0.0001	0
O	12.2326	10.4586	18.9509	-0.0045	0.0003	0.003
O	6.5987	6.3002	17.526	-0.0013	0.0007	0.0003
O	-2.6689	4.474	16.4034	-0.0014	0.0001	-0.0004
O	9.6635	2.1907	11.6961	0.0006	-0.0001	0.0006
O	10.7954	10.6769	13.5905	-0.0006	-0.0002	0
O	5.9634	2.6976	14.8537	-0.0001	0	-0.0004
O	6.4926	10.9053	14.8487	-0.0001	0.0009	-0.0002
O	-0.494	16.4971	15.4397	-0.0017	-0.0004	-0.0002
O	-2.1575	-1.5521	14.4691	-0.0011	0	-0.0005
O	4.0162	1.8328	11.7782	-0.0013	0.0004	0.0004
O	-7.3159	11.7433	19.0539	0.0002	0.0004	0
O	2.7456	7.9523	11.1397	-0.0004	-0.0021	-0.0017
O	5.8131	6.868	12.2234	-0.0024	-0.0017	-0.0005
O	2.2077	-3.8347	19.4898	0.108	0.6012	-0.118
O	6.2438	8.2591	14.5501	0.0029	0.0013	0.0008
O	9.2111	6.9724	21.3073	0.0002	-0.0001	-0.0011
O	1.4872	12.7075	12.7655	-0.0006	0	-0.0003
O	-0.0409	8.2229	22.9378	0.0003	-0.0001	-0.0011
O	6.606	9.0203	16.9959	0.0009	-0.001	-0.0007
O	-3.3981	4.2913	19.013	-0.0006	0.0002	-0.0009
O	2.3218	0.1798	16.6594	0.0004	0.0006	-0.0012
O	-0.0204	3.0661	19.9748	-0.0014	-0.0003	0.0001
O	1.506	4.7449	18.5711	-0.0017	-0.0126	-0.0081
O	4.0295	10.2111	10.8921	-0.0022	-0.0014	-0.0002
O	5.4146	2.7599	23.3103	-0.0003	0.0001	0.0001
O	3.6964	4.1038	15.7284	-0.0004	0.0003	0.0002
O	5.5825	13.4801	19.8387	0.0001	0	-0.0015
O	-3.24	3.9203	11.6736	-0.0006	-0.0002	0.0001
O	4.1043	8.6932	13.2054	0.0016	-0.0003	0
O	6.2446	0.523	11.0246	0.0009	0.0006	0.002
O	9.6365	1.4502	18.1807	-0.0007	0.0003	-0.0006
O	-0.5916	13.746	15.9816	-0.0006	0.0003	0
O	4.4671	1.6485	16.6444	-0.0007	0.0004	-0.0004
O	1.5144	13.0581	18.117	-0.001	-0.0006	-0.0004
O	5.7772	-7.0779	17.2198	-0.0009	0.0011	0.0004
O	1.046	6.5057	10.0689	0.0003	-0.0004	0.0008
O	1.2245	6.9004	17.0152	-0.0002	-0.0024	-0.0025
O	2.0676	10.1029	12.6085	0.0002	0.0006	0.0016
O	7.7851	6.3688	10.5706	0.0001	-0.0001	-0.0007
O	11.2262	0.301	10.9517	0.0014	-0.0006	0.001
O	10.3601	11.5094	20.5793	-0.0007	-0.0012	-0.0002
O	3.0694	3.8386	13.2934	-0.0007	0	-0.0005
H	2.3713	-2.8829	19.313	-0.1014	-0.5815	0.129

Results
free energy: -133981.911 eV
free energy less fixed offsets of H -15.97, O -568.88, Si -635.61 eV per atom: -3.981 eV

The program warned: the cutoff lies below the one the program advises for these potential files; the forces do not sum to zero within the program's tolerance; the exchange-correlation potential is rough where the density is thin.
